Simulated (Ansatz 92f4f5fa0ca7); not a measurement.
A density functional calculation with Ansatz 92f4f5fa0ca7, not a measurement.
Periodic cell of 237 atoms, Si146O90B1, from a study of silicon, its oxide and their interface. The atomic structure is a simulated model.
Doubt: the cutoff is far below the 930 eV that the study's wrapper takes by default for these files, so forces and energies are approximate.

Settings: functional PBE; potential files Ansatz PAW; basis plane waves; wave-function cutoff 580 eV; density cutoff ratio 5; exchange-correlation grid ratio 1; k mesh 1 x 1 x 1, Gamma-centred; self-consistency stop 5e-08 eV per atom in the density residual; occupations fixed; spin none; net charge -1 e, with a uniform compensating background and no finite-size correction.

Cell vectors (angstrom)
a 11.6015 0 0
b 0 10.938 0
c 0 0 32.0622

Atoms: element, x, y, z (angstrom)
Si -0.2127 -0.0645 23.1679
Si 3.6673 0.1463 23.0911
Si 7.567 -0.1695 23.4037
Si 1.6853 1.3448 23.3702
Si 5.7281 1.342 23.1674
Si 9.4115 1.2342 23.1827
Si 0.1607 5.276 23.4317
Si 4.1436 5.2678 23.3872
Si 8.0347 5.5888 23.5301
Si 2.1675 6.5493 23.3614
Si 5.9663 6.7466 23.5086
Si 10.0124 6.8365 23.6142
Si 1.9001 2.6203 25.3617
Si 5.8357 2.6177 25.2263
Si 9.6363 2.6368 25.1805
Si 11.5966 3.9716 25.3639
Si 3.8906 3.9267 25.3003
Si 7.7515 4.0527 25.3167
Si 1.9507 8.1345 25.1734
Si 5.7776 8.1613 25.3758
Si 9.7155 8.2626 25.4254
Si 11.6255 9.582 25.207
Si 3.8539 9.5572 25.0678
Si 7.6925 9.5121 25.3892
Si 11.6455 -0.026 27.1809
Si 3.8997 -0.0727 27.1069
Si 7.7662 -0.0324 27.2724
Si 1.9833 1.2938 27.276
Si 5.8319 1.3005 27.184
Si 9.6966 1.3265 27.1646
Si 11.5869 5.4453 27.2136
Si 3.841 5.3996 27.186
Si 7.7174 5.4382 27.2384
Si 1.9279 6.8055 27.1512
Si 5.76 6.7727 27.2668
Si 9.6552 6.8039 27.2739
Si 1.9423 2.7119 29.1738
Si 5.7955 2.7125 29.1034
Si 9.6785 2.7132 29.1122
Si 0.009 4.0855 29.1465
Si 3.8626 4.0822 29.1521
Si 7.7355 4.0773 29.1644
Si 1.9376 8.174 29.1
Si 5.7964 8.1677 29.1751
Si 9.6714 8.1766 29.1996
Si 0.0034 9.5447 29.1246
Si 3.8736 9.5413 29.0936
Si 7.7361 9.5334 29.1894
Si -0.0007 -0.0077 31.0697
Si 3.8601 -0.0016 31.0429
Si 7.7285 0.001 31.0948
Si 1.9278 1.3638 31.1074
Si 5.7947 1.3657 31.0458
Si 9.6664 1.3593 31.0662
Si 0.0093 5.4628 31.0778
Si 3.8698 5.471 31.0834
Si 7.7416 5.4588 31.1061
Si 1.9377 6.838 31.0581
Si 5.8061 6.827 31.1112
Si 9.6777 6.8239 31.1334
Si 1.9301 2.7518 0.9782
Si 5.7955 2.7493 0.9113
Si 9.6662 2.7341 0.9506
Si -0.0127 4.1108 0.9493
Si 3.8646 4.1197 0.9662
Si 7.7394 4.1112 0.9862
Si 1.929 8.2201 0.9317
Si 5.7965 8.2309 0.9584
Si 9.6665 8.2255 0.9955
Si -0.0037 9.5967 0.97
Si 3.8589 9.5966 0.9451
Si 7.7358 9.5874 0.9751
Si 11.6093 0.0442 2.9133
Si 3.8548 0.0352 2.8991
Si 7.7401 0.0339 2.8958
Si 1.9331 1.4158 2.927
Si 5.8106 1.3805 2.8252
Si 9.6605 1.3986 2.9123
Si 11.5651 5.5135 2.8571
Si 3.8763 5.509 2.9007
Si 7.7367 5.5237 2.912
Si 1.9128 6.8369 2.8522
Si 5.8094 6.8742 2.8838
Si 9.66 6.9119 2.9643
Si 1.9089 2.8538 4.8247
Si 5.8306 2.7462 4.7341
Si 9.593 2.816 4.8263
Si 11.536 4.1557 4.7743
Si 3.9139 4.1232 4.8223
Si 7.7114 4.2275 4.8843
Si 1.8906 8.164 4.7984
Si 5.8085 8.276 4.7848
Si 9.6631 8.3358 4.9075
Si 11.6346 9.6708 4.8843
Si 3.8194 9.5056 4.7758
Si 7.7242 9.6932 4.8857
Si 11.5974 0.2548 6.7736
Si 3.7545 -0.031 6.6394
Si 7.7105 0.0784 6.9051
Si 2.0534 1.5282 6.761
Si 5.7142 1.2987 6.609
Si 9.646 1.5455 6.8262
Si 11.525 5.5228 6.692
Si 3.9815 5.4533 6.7967
Si 7.7316 5.6974 6.8333
Si 1.9741 6.6675 6.659
Si 5.8063 7.0065 6.7527
Si 9.7514 7.0642 6.9172
O 9.9834 8.0034 8.3048
O 7.6396 9.9719 8.2277
O 7.3902 4.7698 8.1771
O 3.3683 10.3594 8.186
O 2.0138 7.5697 8.0413
O 4.0117 4.6013 8.2507
O 9.7792 2.4772 8.2143
O 2.6335 2.35 8.127
O 11.4 4.5893 8.0593
O 5.3767 2.3886 7.8125
O 5.8007 8.0154 8.0908
O 11.3061 10.3406 8.1549
O 11.3512 9.971 21.7597
O 3.2728 10.6027 21.5241
O 5.7245 7.7402 22.1931
O 4.3345 4.4909 21.9162
O 7.6598 9.6122 22.1827
O 10.2772 7.6238 22.1816
O 1.6377 2.431 22.1222
O 5.8793 2.3546 21.853
O 8.4774 4.7297 22.1993
O -0.1105 4.4091 22.0387
O 2.3858 7.4017 21.9588
O 8.9139 1.8651 21.7653
Si 1.8914 7.8163 9.6233
Si 5.083 0.5821 17.7351
Si 2.5114 5.4707 14.0683
Si 10.5303 3.9396 14.1003
Si 8.3104 2.3926 15.3991
B 9.5258 2.1626 20.4249
Si 10.5114 3.6777 9.0672
Si -0.0039 2.3779 11.5869
Si 11.0204 8.2427 15.4338
Si 5.2001 6.9484 14.0233
Si 5.766 2.6692 11.1493
Si 8.6131 7.5393 19.3767
Si 8.2769 4.6725 20.5769
Si 5.9738 9.6198 15.2417
Si 2.1287 7.5414 20.3588
Si 1.8361 4.7947 18.8233
Si 4.4187 3.4183 18.0159
Si 8.5304 9.0068 16.8983
Si 0.8364 9.5356 13.3023
Si 9.9012 10.7005 11.7244
Si 5.403 3.6574 20.9772
Si 0.5936 5.6146 16.2842
Si 10.7647 9.1847 9.1521
Si 6.5706 8.7938 21.2793
Si 7.1244 7.1577 11.502
Si 2.6609 0.7942 12.205
Si 10.8995 8.5816 21.0218
Si 6.0233 4.3225 15.6722
Si 7.1122 0.5368 13.0492
Si 4.0798 2.9939 8.5969
Si 0.884 6.7744 11.935
Si 6.5479 9.087 9.0836
Si 0.5035 3.1466 21.1592
Si 9.7904 6.5898 12.9487
Si 7.7249 4.5807 9.7593
Si 3.9911 9.982 20.1813
Si 4.2665 3.0806 13.5394
Si 3.8279 10.0547 9.7283
Si 8.1205 0.8358 18.2175
O 11.4219 3.3089 12.8969
O 9.3507 4.5157 9.8663
O 9.0997 3.4719 19.9354
O 4.0429 -0.0862 18.8094
O 11.3601 4.6373 15.2997
O 9.8367 9.8425 10.324
O 3.7681 1.589 13.1017
O 0.6458 9.1587 14.8728
O 6.4925 1.0154 18.444
O 4.6767 3.1752 19.6061
O 6.2875 1.2666 11.8253
O 0.5195 8.662 9.8796
O 5.5169 4.3621 17.2278
O 8.4569 7.2884 12.3964
O 4.44 2.6506 10.1564
O 2.0902 5.7299 15.616
O 3.323 0.1371 10.8725
O 5.8992 7.2366 12.5669
O 2.3607 6.1761 19.5171
O 0.5999 5.0469 17.7938
O 8.4176 10.7285 12.3938
O 5.4494 10.1122 9.7079
O 0.5861 8.0126 20.2006
O 9.7776 2.6872 14.7838
O 2.0222 10.6287 13.2056
O 9.9819 9.212 16.1914
O 6.1504 10.3913 13.8018
O 7.5346 1.5849 14.2119
O 1.399 3.7464 19.9479
O 5.9281 5.7748 14.9143
O 7.4198 9.0342 15.7102
O 1.4773 1.7441 11.6554
O 7.1757 8.3344 10.375
O 4.3448 1.9631 17.275
O 7.0486 3.2125 10.3088
O 11.5692 7.1051 16.439
O 8.275 10.1775 17.9543
O 3.2379 8.5845 10.1125
O 7.5703 3.8292 15.6405
O 3.0003 4.1745 17.883
O 2.9155 3.9332 13.7698
O 1.3387 8.241 12.467
O 1.2427 5.7116 13.0902
O 5.0567 8.3111 14.9059
O 11.0049 2.1064 20.621
O 10.9997 10.0495 12.7299
O 5.262 3.6538 12.359
O 5.1278 3.1784 14.9057
O 6.6311 4.5984 20.4558
O 8.4608 1.5794 16.7813
O 10.3837 1.2943 11.4509
O 10.8772 6.6429 11.7216
O 3.2066 8.6145 19.7844
O 1.7006 6.4752 10.5442
O 7.2063 7.9929 20.0422
O 8.4896 7.6023 17.7411
O 3.6983 6.4756 13.6452
O 9.5227 5.0533 13.4317
O 5.5403 9.8503 20.6363
O 10.3027 7.4907 14.1843
O 8.8599 6.0103 19.8356
O 7.1019 5.762 10.6714
O 5.3075 10.5485 16.4161
O 9.0716 1.1672 19.4451
O 11.5734 3.1998 10.1858
O 9.7562 8.6052 19.8664

Results
free energy: -144145.694 eV
free energy less fixed offsets of B -154.04, O -568.88, Si -635.61 eV per atom: 6.606 eV

Forces (eV/angstrom), in the order of the atoms: element, x, y, z
Si 0.0024 -0.0073 -0.0177
Si -0.0175 0.0023 0.008
Si 0.0066 0.02 0.0151
Si 0.023 0.0155 0.0093
Si 0.0063 -0.0029 0.0147
Si -0.0512 0.0211 0.0035
Si 0.0133 0.0094 0.0047
Si 0.004 -0.0032 -0.0017
Si 0.0058 0.0071 0.0178
Si -0.0036 -0.0036 0.0001
Si -0.0002 -0.004 0.0035
Si -0.0157 -0.0084 0.0063
Si -0.0026 0.0075 -0.0142
Si -0.0028 0.0046 -0.0005
Si 0.0082 -0.0115 -0.009
Si -0.0078 -0.007 0.0134
Si 0.0047 -0.0055 0.003
Si -0.0034 0.0006 -0.0093
Si 0.0013 -0.001 -0.0022
Si 0.0024 0.0033 0.004
Si -0.0058 0.0054 0.0076
Si 0.0091 -0.0026 0.0056
Si -0.0017 -0.0029 0.0021
Si -0.0011 0.0047 -0.0019
Si -0.002 0.0035 -0.005
Si 0.0034 0.0048 -0.0019
Si 0.0075 -0.0018 0.0048
Si -0.0008 -0.0057 0.0102
Si -0.0035 0.0016 -0.0067
Si -0.0024 0.0037 -0.0065
Si 0.001 -0.0026 -0.0074
Si 0.0045 0.0055 -0.0036
Si -0.0052 0.0008 0.002
Si -0.0032 0.0037 0.009
Si 0.0022 0.0057 0.0002
Si 0.0084 0.0029 0.0089
Si -0.0063 -0.0019 -0.0064
Si 0.003 0.0004 0.0001
Si -0.0003 -0.002 -0.0015
Si -0.0014 0.0016 -0.0029
Si 0.0028 0.0047 0.0009
Si 0.0037 0.0053 -0.0005
Si 0.0013 -0.0016 -0.0012
Si 0.0027 0.0006 -0.0076
Si 0.001 -0.0018 -0.0056
Si 0.0016 0.0041 0.0039
Si -0.0029 0.0046 0.0086
Si -0.0037 0.004 -0.0021
Si -0.0009 -0.0042 -0.0023
Si -0.0002 -0.0075 -0.0027
Si 0.0023 -0.0016 0.0003
Si 0.0017 0.0031 0.003
Si -0.0009 0.0024 0.0021
Si 0.0013 0.0059 -0.002
Si 0 0 -0.0025
Si -0.0008 -0.0023 0.0002
Si 0 -0.0027 -0.0019
Si -0.0012 0.0034 0.0008
Si -0.0006 -0.0001 0.0011
Si -0.001 0.0026 0.0012
Si -0.0024 -0.0023 -0.0033
Si 0.0027 -0.0003 0.0038
Si -0.0014 -0.0017 -0.0023
Si 0.0029 0.0013 0.0033
Si -0.0006 0.0025 -0.0016
Si -0.0014 0.0015 -0.0022
Si -0.0001 -0.0021 0.0008
Si -0.0017 -0.0017 -0.0011
Si 0.0024 -0.004 -0.0051
Si 0.0022 -0.0001 -0.0015
Si -0.0004 0.0014 -0.0009
Si -0.003 0.0024 0.0014
Si -0.0002 0.0005 -0.0014
Si 0.0007 -0.0008 0
Si -0.0001 -0.0003 -0.0007
Si 0.0003 -0.0008 -0.0004
Si -0.001 0.0008 -0.0002
Si -0.0013 -0.0014 0.0015
Si 0.0001 -0.0019 -0.0021
Si -0.0012 -0.0005 -0.0008
Si 0.0014 -0.0019 -0.0007
Si -0.0002 0.0022 0.0013
Si -0.0008 0.0014 -0.0004
Si 0.0001 0.0006 0.0001
Si 0.0014 -0.002 -0.0006
Si 0.0029 -0.0024 0.0001
Si 0.0012 -0.0001 -0.0014
Si 0.0006 0.001 0.0018
Si -0.001 0 0.0019
Si 0.0007 -0.0011 0.0025
Si 0.0006 -0.0015 0.002
Si 0.0004 -0.002 0.0026
Si 0.0003 -0.0012 0.002
Si -0.0021 0.0004 -0.0003
Si 0.0012 0.0005 -0.002
Si 0.0005 0.0023 0.0017
Si 0.0037 -0.0073 0.0011
Si 0.0005 -0.0045 0.0036
Si -0.0004 -0.0046 -0.003
Si -0.0055 0.0064 0.0002
Si -0.0018 0.0018 0.0052
Si -0.0043 -0.0009 0.0051
Si 0.0005 0.0018 0.0033
Si 0.0028 0.0022 -0.0001
Si 0.0017 -0.0001 -0.0006
Si -0.0028 -0.0008 0.0041
Si -0.0018 -0.0017 0.0006
Si -0.0035 0.0006 -0.0004
O 0.0019 0.0037 -0.0013
O -0.0007 -0.0001 -0.0029
O 0.0011 -0.0034 -0.0011
O -0.0001 -0.0003 -0.0017
O -0.0003 0.0016 0.0004
O -0.0001 -0.005 -0.003
O 0.0005 0.0003 -0.003
O 0.0032 0.0003 -0.002
O -0.0012 -0.0019 -0.0036
O -0.0003 -0.0011 -0.0062
O 0.0015 0.0055 -0.0006
O 0.003 -0.0037 -0.0022
O -0.0035 -0.01 -0.0007
O 0.0081 0.0015 -0.0184
O 0.0077 0.016 -0.0162
O 0.0414 -0.021 -0.0234
O -0.0066 -0.0137 -0.019
O 0.0079 -0.0051 -0.0046
O -0.0876 0.0119 -0.0531
O -0.012 0.0187 -0.0122
O -0.0108 -0.0184 -0.078
O 0.0101 -0.0221 -0.0042
O 0.0015 -0.0018 -0.018
O 0.1466 0.0424 -0.1073
Si 0.0009 -0.0039 -0.0086
Si 0.0072 -0.0001 -0.022
Si 0.0042 -0.0022 -0.0156
Si 0.0005 -0.0042 -0.0219
Si -0.0054 -0.0007 -0.0282
B -0.007 0.036 0.0284
Si 0.0006 -0.0009 0.0021
Si 0.0044 0.0029 -0.0121
Si -0.0078 0.0042 -0.0162
Si -0.001 0.0022 -0.0205
Si -0.0028 -0.0001 -0.0118
Si -0.0159 0.0106 -0.0188
Si 0.0008 -0.0499 0.0113
Si -0.0029 -0.0006 -0.0197
Si 0.0044 -0.0188 0.0111
Si -0.0271 0.0036 0.0113
Si 0.0063 0.0019 -0.0165
Si 0.0009 0.0084 -0.0165
Si -0.0002 -0.0057 -0.0125
Si -0.0035 -0.006 -0.0104
Si 0.0066 0.0243 -0.018
Si 0.0048 -0.0026 -0.0122
Si -0.0019 -0.0002 0.0021
Si -0.0019 -0.0026 0.0048
Si 0.0011 -0.0013 -0.0086
Si -0.0068 0.0031 -0.0212
Si 0.0005 0.0167 0.0145
Si 0.0019 -0.006 -0.015
Si 0.0032 0.0012 -0.0259
Si -0.0034 0.0035 0.0053
Si 0.0007 -0.0025 -0.0129
Si 0.0019 -0.0037 0.0022
Si 0.0171 -0.0362 -0.0653
Si -0.0022 0.0011 -0.0209
Si -0.0029 0.0003 -0.0005
Si -0.007 0.0126 0.0037
Si -0.0038 0.004 -0.011
Si -0.0007 0.0006 0.0037
Si -0.0516 0.0032 -0.0595
O -0.0051 -0.0035 0.0088
O -0.003 -0.0006 0.0003
O 0.0162 -0.0998 0.1254
O 0.0025 -0.0032 0.0192
O -0.0058 -0.0027 0.0046
O 0.0004 -0.0001 0.0013
O -0.0032 0.004 0.0089
O 0.001 0.0022 -0.0004
O -0.0057 -0.0064 0
O 0.0321 0.0295 0.0541
O -0.0011 -0.0059 0.0029
O -0.003 -0.0019 0.0029
O 0.0032 0.0012 -0.0034
O 0.0015 -0.0057 0.0064
O 0.0031 -0.0022 0.0058
O 0.0012 -0.0016 0.0051
O -0.0021 -0.0006 0.0052
O 0.0033 -0.0005 0.0039
O -0.0223 -0.0478 -0.0109
O 0.0402 -0.0055 0.044
O -0.001 -0.0012 0.0041
O -0.0017 0.0019 -0.0003
O -0.0125 0.0067 -0.0086
O 0.013 0.0104 0.0057
O -0.0022 -0.0017 0.0061
O -0.0126 -0.0072 0.0166
O -0.0105 -0.0168 0.013
O 0.0015 0.0131 0.0168
O -0.0769 -0.0249 0.0312
O 0 -0.0019 0.0119
O 0.0097 0.0007 0.0196
O 0.0021 -0.0066 0.0096
O -0.0005 -0.0045 0.0035
O -0.0028 -0.0024 0.0103
O -0.0007 0.0001 -0.0005
O -0.0025 0.0017 0.005
O 0.0141 -0.0519 -0.0013
O -0.0002 0.002 -0.0001
O -0.0122 0.0058 0.0133
O -0.0111 0.0105 0.013
O 0.0141 -0.0045 0.0089
O -0.0025 0.0075 0.0125
O -0.0001 -0.0027 0.0075
O -0.003 -0.0011 0.0102
O -0.0734 0.1366 0.0213
O 0.0045 -0.0033 0.0087
O -0.0036 -0.001 0.0132
O -0.0019 0.0061 0.0032
O 0.0117 -0.0614 0.0252
O 0.0074 0.0062 0.0096
O 0.0022 0.0011 0.0047
O -0.0056 -0.004 0.0096
O 0.0132 0.0024 -0.0073
O -0.0023 0.001 0.0032
O 0.0133 -0.0091 0.0042
O 0.0019 0.0104 0.0233
O -0.0038 -0.0025 0.0099
O 0.0045 -0.0024 0.0088
O 0.0094 0.001 -0.0022
O 0.0001 -0.002 0.0108
O 0.0022 0.0049 -0.0098
O 0.0008 0.0009 0.0016
O 0.0004 0.002 0.0107
O 0.072 0.0798 0.0954
O 0.0012 -0.005 0.0099
O -0.0066 -0.0014 -0.0055

The program warned: the cutoff lies below the one the program advises for these potential files; the exchange-correlation potential is rough where the density is thin.
